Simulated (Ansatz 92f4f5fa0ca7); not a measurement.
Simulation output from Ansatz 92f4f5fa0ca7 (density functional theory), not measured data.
Periodic cell of 220 atoms, Si132O88, from a study of silicon, its oxide and their interface. The atomic structure is a simulated model.

Settings: functional r2SCAN; potential files Ansatz PAW; basis plane waves; wave-function cutoff 800 eV; density cutoff ratio 5; exchange-correlation grid ratio 1; k mesh 1 x 1 x 1, shifted by 0.5 0.5 0 of a step; self-consistency stop 1e-10 eV per atom in the density residual; occupations fixed; spin none; net charge 0.

Cell vectors (angstrom)
a, 10.888, 0, 0
b, 0, 10.888, 0
c, 0, 0, 32.0011

Atoms and the computed forces on them: element, x, y, z (angstrom), force x, y, z (eV/angstrom)
Si, -0.0802, 0.2099, 0.0133, 0.0216, -0.0151, -0.0886
Si, 2.6091, 3.0144, 0.1256, 0.0188, -0.0125, -0.1077
Si, 0.3853, 5.1857, 0.136, -0.0034, 0.0118, -0.0877
Si, 2.9616, 7.737, 0.0589, -0.0219, 0.0104, -0.0878
Si, 5.7848, -0.3561, 0.0344, -0.0187, 0.0155, -0.1042
Si, 8.5074, 2.3215, 0.0442, -0.0132, 0.0129, -0.0829
Si, 5.2497, 5.6076, -0.0228, 0.009, -0.0184, -0.0899
Si, 8.0598, 8.4642, 0.3314, 0.0163, -0.0091, -0.0684
Si, 1.4373, 1.3813, 1.3534, -0.0005, 0.0016, 0.0079
Si, 4.1662, 4.1162, 1.4454, 0.0002, 0.0013, 0.0066
Si, 1.467, 6.7096, 1.5197, -0.0003, -0.002, 0.0044
Si, 4.1245, 9.4175, 1.2793, 0.0022, -0.0022, 0.0074
Si, 6.8894, 1.2571, 1.3679, 0.0007, -0.0025, 0.0046
Si, 9.607, 3.9981, 1.3115, 0.0012, -0.0014, 0.0022
Si, 6.8208, 6.7644, 1.3474, -0.0001, 0.0004, 0.0032
Si, 9.6466, 9.6378, 1.5128, 0.0007, 0.0011, 0.0018
Si, 0.0593, 2.7006, 2.7651, -0.001, -0.0003, 0.0009
Si, 2.7856, -0.0555, 2.6457, 0.0007, -0.0006, -0.0032
Si, 0.0705, 8.1465, 2.7568, 0.0008, -0.0012, 0
Si, 2.809, 5.396, 2.8882, 0.0014, -0.0001, -0.0015
Si, 5.5298, 2.6732, 2.6927, 0.0005, 0.0007, -0.0011
Si, 8.2257, 0.0224, 2.8588, 0, 0, 0.001
Si, 5.4625, 8.1125, 2.7425, -0.0004, 0.002, 0
Si, 8.2146, 5.3813, 2.654, 0.0004, -0.0003, -0.0021
Si, 1.3962, 4.0385, 4.1558, -0.0002, -0.0007, 0.0004
Si, 4.1277, 1.3161, 4.034, -0.0013, 0.0004, 0.0008
Si, 1.4277, 9.522, 4.0828, 0.0011, -0.0003, 0.0021
Si, 4.1359, 6.8087, 4.1723, 0.0004, -0.0006, 0.0018
Si, 6.8631, 4.0543, 4.0643, 0.0002, 0.0001, 0.0012
Si, 9.5722, 1.3943, 4.1642, 0.0017, 0.0012, 0.0012
Si, 6.8301, 9.4858, 4.0987, -0.0005, 0, 0.0012
Si, 9.5493, 6.7649, 4.0501, -0.0003, -0.0001, 0
Si, 0.0408, -0.021, 5.4499, 0.0011, -0.0002, 0.0006
Si, 2.7652, 2.6568, 5.4506, -0.0001, -0.0005, 0.0007
Si, 0.0121, 5.4328, 5.4552, 0.0004, -0.0009, 0.001
Si, 2.7516, 8.1742, 5.4864, 0.0001, 0.0002, 0.0004
Si, 5.4668, -0.0242, 5.4363, -0.0005, 0.0003, 0.0011
Si, 8.1952, 2.7427, 5.4915, -0.0001, 0.0003, 0.0003
Si, 5.5003, 5.4111, 5.4524, 0.0007, 0.0006, 0.0006
Si, 8.1846, 8.1198, 5.4332, 0.0007, -0.0002, 0.0011
Si, 1.3724, 1.3418, 6.8214, 0.0005, -0.0005, 0.0007
Si, 4.1068, 4.0626, 6.7883, 0.0004, -0.0007, 0.0002
Si, 1.3601, 6.8063, 6.8104, 0.0008, -0.0009, 0.0001
Si, 4.1027, 9.5397, 6.8309, 0.0007, -0.0006, 0.0005
Si, 6.8064, 1.354, 6.7983, 0.001, -0.0008, -0.0001
Si, 9.5376, 4.1066, 6.8457, 0.0009, 0.0001, 0.0016
Si, 6.8238, 6.7891, 6.8167, 0.0001, -0.0006, 0.0003
Si, 9.5392, 9.5027, 6.7783, 0.0005, -0.0002, 0.0006
Si, 0.0141, 2.7294, 8.1787, 0.0009, -0.0006, 0.0017
Si, 2.7112, -0.0112, 8.1776, 0.0008, -0.0005, 0.0012
Si, -0.025, 8.1478, 8.1633, 0.0003, -0.0006, 0.0013
Si, 2.7258, 5.4257, 8.142, 0.0011, -0.0002, 0.0009
Si, 5.4394, 2.7109, 8.1601, 0.0005, -0.0008, 0.0013
Si, 8.1822, -0.0076, 8.1319, 0.0008, -0.0007, 0.0008
Si, 5.4483, 8.1526, 8.1715, 0.0009, -0.0003, 0.0011
Si, 8.1605, 5.4545, 8.1927, 0.001, -0.0009, 0.0012
Si, 1.3736, 4.0953, 9.5439, 0.0001, 0.0002, 0.001
Si, 4.026, 1.3984, 9.5112, 0.0003, 0.0005, 0.0007
Si, 1.3175, 9.522, 9.5057, -0.0006, -0.0004, 0.0006
Si, 4.0445, 6.8025, 9.5186, -0.0009, -0.0003, 0.0006
Si, 6.781, 4.09, 9.5158, 0, -0.0003, 0.0007
Si, 9.5003, 1.3813, 9.5119, -0.0003, -0.0006, 0.0008
Si, 6.8292, 9.5254, 9.4967, 0.0005, -0.0007, -0.0001
Si, 9.5138, 6.7993, 9.5536, 0.0004, -0.0005, 0.0008
Si, -0.021, 0.025, 10.8519, 0.0009, 0.0003, 0.0011
Si, 2.685, 2.7354, 10.9522, 0, 0.0003, 0.0009
Si, -0.0058, 5.4382, 10.9058, 0.0007, -0.0009, 0.0003
Si, 2.6275, 8.1403, 10.8703, 0.0007, 0.0005, 0.0005
Si, 5.4242, 0.0303, 10.7627, 0.0004, 0.0001, 0
Si, 8.1535, 2.7681, 10.8845, -0.0005, -0.0001, 0.0011
Si, 5.3795, 5.4129, 10.8666, -0.0002, 0.0003, 0.0014
Si, 8.16, 8.1684, 10.9032, 0.0001, -0.001, 0.0005
Si, 1.2738, 1.3712, 12.2859, 0.0014, 0.001, 0.0001
Si, 4.0241, 4.1187, 12.3247, -0.0012, -0.0034, -0.001
Si, 1.2697, 6.8109, 12.3236, 0.0011, 0.0008, 0.0003
Si, 4.0283, 9.5768, 12.0561, -0.001, -0.0016, -0.0009
Si, 6.685, 1.4408, 12.1356, 0.0019, 0.002, -0.0007
Si, 9.5695, 4.0622, 12.2936, -0.0017, 0.0003, 0
Si, 6.753, 6.761, 12.1797, -0.0001, 0.0005, -0.0013
Si, 9.5331, 9.5765, 12.2224, -0.0002, 0.0006, -0.0005
Si, -0.0727, 2.6529, 13.7968, -0.0002, -0.0009, 0.0074
Si, 2.7536, 0.0202, 13.4969, 0.0008, -0.0003, 0.0061
Si, -0.0304, 8.2677, 13.7077, 0.0001, 0.0008, 0.008
Si, 2.5814, 5.4125, 13.7191, 0.0007, 0.002, 0.0074
Si, 5.4058, 2.736, 13.6619, 0.0002, 0.0003, 0.0058
Si, 8.0547, 0.0836, 13.3888, -0.0012, 0.0009, 0.0061
Si, 5.2791, 8.1501, 13.3671, -0.0022, 0.0005, 0.0063
Si, 8.1737, 5.4523, 13.5616, 0.0017, -0.0011, 0.007
Si, 1.5192, 3.7898, 15.1605, 0.0151, -0.0149, -0.1294
Si, 3.795, 1.5606, 14.9518, -0.0028, 0.0151, -0.0939
Si, 1.713, 9.379, 14.9021, 0.0034, -0.0224, -0.1078
Si, 3.8141, 7.0535, 14.8222, -0.0166, 0.0085, -0.0898
Si, 7.0646, 3.8721, 14.8892, 0.008, -0.0158, -0.0894
Si, 9.0803, 1.4717, 14.9519, -0.0015, 0.0315, -0.1013
Si, 6.7538, 9.4615, 14.5414, 0.0065, -0.0113, -0.0861
Si, 9.072, 7.2261, 14.8448, 0.0074, -0.0054, -0.1019
Si, 5.2175, -0.1551, 17.0681, -0.013, 0.0208, -0.2232
Si, 16.6603, 5.8046, 17.0153, 0.0072, -0.0058, -0.2068
Si, -0.1697, 13.9658, 20.708, -0.0271, -0.0201, -0.2263
Si, 12.0219, -0.8614, 17.8296, -0.0171, -0.0154, -0.2311
Si, 11.5642, 3.4346, 27.818, -0.0232, -0.0027, -0.1987
Si, 28.9181, 12.0715, 19.2456, 0.0085, -0.0325, -0.2363
Si, 25.2795, -3.4424, 26.2294, 0.0063, -0.0221, -0.2011
Si, 20.9449, 2.5485, 25.5318, 0.0248, -0.0175, -0.2577
Si, 3.881, -5.3014, 19.2086, -0.0002, 0.0106, -0.2221
Si, -1.7861, -0.351, 17.5942, 0.0093, 0.0067, -0.2001
Si, 8.7389, -6.524, 27.4376, 0.045, -0.0228, -0.2272
Si, -13.5704, -3.1576, 17.5361, -0.0067, -0.0066, -0.2054
Si, 11.4687, 4.3795, 23.3478, -0.0165, 0.0369, -0.2654
Si, -7.6892, -8.3162, 29.1612, -0.0219, 0.0444, -0.2169
Si, 17.3377, 21.4585, 21.9268, -0.0362, 0.0475, -0.2439
Si, 20.5146, 17.0782, 19.417, -0.0139, 0.0381, -0.2211
Si, -12.9387, 7.2995, 27.3398, -0.0185, 0.0436, -0.2196
Si, 11.8464, 4.6393, 18.2392, 0.0283, 0.0007, -0.2415
Si, 10.0994, 6.8286, 22.3422, -0.0087, -0.006, -0.2277
Si, -3.8396, -13.9749, 22.4577, 0.0009, -0.0287, -0.2063
Si, 14.4394, -2.1688, 18.8466, 0.0008, -0.0022, -0.2231
Si, 3.5459, 5.1189, 24.3614, 0.0126, -0.028, -0.2795
Si, -12.3941, 6.5796, 30.3633, -0.0161, -0.0012, -0.21
Si, 21.1635, -0.3587, 24.8584, -0.0059, -0.0112, -0.2478
Si, 0.6594, -2.1032, 26.9411, -0.0018, 0.0313, -0.2527
Si, -4.7681, 9.1386, 26.9972, 0.0233, -0.0032, -0.2537
Si, 22.6829, -1.4382, 22.4583, 0.0501, -0.016, -0.2343
Si, 26.2771, 10.7963, 29.193, 0.0173, -0.0321, -0.2166
Si, 18.3047, -11.9859, 24.4948, -0.0091, -0.0062, -0.2646
Si, 5.3939, -5.6836, 21.864, 0.0208, -0.0184, -0.2592
Si, 1.6606, -12.3252, 29.8611, 0.0022, -0.0086, -0.2328
Si, 14.1208, 4.7531, 27.2037, 0.0166, 0.0446, -0.2319
Si, 1.2238, 0.4561, 20.3676, 0.0097, 0.0206, -0.2177
Si, -3.5921, -6.5552, 30.1093, 0.032, 0.0136, -0.199
Si, 14.3647, -0.6223, 21.6019, 0.0058, -0.0018, -0.2145
Si, 18.6992, 3.8795, 20.3118, 0.0076, -0.0081, -0.186
O, 9.068, -2.9784, -0.8159, -0.0267, 0.04, 0.0961
O, -4.0791, -10.1859, -11.2568, -0.0249, -0.0539, 0.1658
O, 7.2135, 10.9005, -8.6838, 0.0387, -0.0247, 0.1563
O, -17.5437, -5.7033, -11.2734, 0.0487, -0.0136, 0.1695
O, -5.0553, 4.8179, -1.3647, -0.0351, 0.0273, 0.0953
O, 4.814, 19.2556, -5.5855, 0.0204, 0.0206, 0.0831
O, 0.7257, 10.4728, -1.2853, -0.0454, 0.0414, 0.1153
O, 8.7786, 3.304, -5.8011, -0.032, 0.0519, 0.1229
O, 10.2028, -2.9926, -5.3203, -0.021, -0.025, 0.0866
O, 6.0506, -10.2272, -13.8236, 0.0512, 0.0369, 0.1291
O, 1.4969, -10.4677, -13.2409, -0.0034, 0.0323, 0.1431
O, 15.9691, -16.7289, -13.74, -0.0437, -0.0068, 0.1273
O, 14.4665, -4.1911, -7.225, -0.0059, 0.0517, 0.1335
O, 9.2713, 7.0351, -3.1497, 0.0225, -0.0294, 0.1827
O, 9.6398, 1.2544, -0.5169, -0.0013, -0.0011, 0.0453
O, -0.0802, 5.8669, 18.3569, -0.0314, 0.008, 0.0927
O, 6.7621, 7.0054, 17.4514, 0.014, 0.0141, 0.0692
O, 6.1043, -0.6961, 15.8341, -0.035, 0.0308, 0.1197
O, 4.1923, 0.8921, 16.3834, 0.0293, -0.0413, 0.1114
O, 2.7474, 8.184, 15.3573, 0.0004, 0.0066, 0.0536
O, 4.6008, 6.4457, 16.1021, 0.0451, -0.0286, 0.1157
O, 3.3749, 2.5243, 30.7601, -0.0118, 0.0108, 0.1598
O, 23.8376, 19.0816, 26.3487, -0.0311, 0.0152, 0.0842
O, 9.3843, 0.5525, 16.2702, -0.0016, -0.0591, 0.1455
O, 6.5526, 4.6523, 16.211, -0.0315, 0.0452, 0.1081
O, 20.5027, -9.7923, 25.032, 0.0011, 0.0376, 0.0826
O, 24.4826, 2.6962, 15.3839, -0.0046, 0.0035, 0.0493
O, 11.199, 3.5102, 19.2114, -0.0354, -0.0388, 0.1396
O, 22.7981, 4.2188, 16.6614, -0.0233, 0.0352, 0.189
O, 9.2228, 7.0187, 16.4596, -0.0264, 0.0169, 0.1375
O, -5.3152, -22.6793, 28.2691, -0.057, 0.0618, 0.1442
O, 8.0829, 2.694, 15.4186, -0.0001, -0.0042, 0.0478
O, 22.4297, 9.9185, 20.9145, -0.0085, -0.0391, 0.1338
O, 3.1052, 20.8959, 29.3931, -0.0219, -0.007, 0.0782
O, 23.8532, -6.1336, 23.7947, 0.052, 0.0134, 0.1015
O, 8.3953, -5.767, 19.4476, -0.0128, -0.0302, 0.08
O, 22.4804, -7.0679, 21.8322, 0.0293, 0.0429, 0.1734
O, 8.8858, 7.5487, 18.9852, 0.0352, -0.0369, 0.1186
O, 21.6295, 14.1989, 24.2922, -0.0495, -0.0627, 0.1663
O, 14.812, 7.1795, 19.0029, -0.0036, -0.0068, 0.0748
O, 28.6521, 19.9588, 21.4506, 0.0086, -0.0189, 0.0959
O, 8.2855, 16.3437, 30.7051, -0.0017, 0.0017, 0.0714
O, -2.845, -1.5541, 17.3616, 0.0079, 0.0061, 0.064
O, 21.3388, -1.1194, 18.0071, 0.0169, 0.0011, 0.0678
O, 28.9666, 2.7944, 19.2811, 0.0108, 0.0382, 0.0847
O, 2.5311, -12.3583, 22.6212, -0.0338, -0.0209, 0.0949
O, 2.6417, 0.7025, 21.1306, 0.0209, -0.0107, 0.0817
O, -3.445, -13.5975, 27.2734, 0.0253, -0.0275, 0.0795
O, -3.042, -2.5849, 14.883, 0.0084, -0.0094, 0.0601
O, 37.3516, 15.6474, 23.2545, -0.0723, 0.0023, 0.1713
O, 0.1086, 1.5071, 20.7797, -0.0048, 0.0115, 0.0742
O, 9.1377, 3.2749, 21.0284, 0.0235, -0.004, 0.0756
O, 8.9988, -12.2349, 24.7178, 0.0208, 0.0066, 0.0892
O, 0.3032, -8.5194, 26.6649, 0.0402, 0.0297, 0.134
O, -9.3078, 2.6093, 28.8825, 0.0511, -0.0296, 0.0969
O, 3.8236, -7.0121, 28.4155, 0.0083, -0.0627, 0.1179
O, 15.7571, 21.552, 22.272, 0.0264, 0.0016, 0.0802
O, -3.9341, -12.3254, 31.6268, 0.0057, -0.0045, 0.0453
O, 12.8946, -2.1082, 18.3574, 0.0251, -0.0091, 0.0817
O, -6.7856, 6.6863, 31.4831, 0.0038, -0.0012, 0.0445
O, -2.2933, -5.0695, 26.7198, -0.0009, -0.0065, 0.0863
O, -4.2261, 4.2887, 21.3888, -0.0465, 0.0296, 0.0995
O, 4.4637, -1.4036, 17.7502, -0.037, -0.0434, 0.1101
O, 4.0347, 1.3241, 28.5451, 0.0011, -0.0102, 0.0761
O, 2.0208, -2.7051, 30.7933, 0.0342, -0.0363, 0.1103
O, 14.4806, -4.575, 27.3914, -0.001, -0.024, 0.0948
O, 11.2214, -0.7449, 26.1082, 0.0417, -0.0507, 0.1405
O, -0.5174, -4.5688, 20.8317, 0.0133, 0.0222, 0.1725
O, 5.9606, 6.7035, 22.046, 0.0125, 0.0276, 0.0811
O, 7.5017, -6.6676, 28.492, -0.0557, -0.0006, 0.1547
O, -0.4081, -16.1176, 23.3644, 0.0202, -0.0384, 0.0999
O, 7.7139, 2.9053, 30.7322, 0.0219, -0.0416, 0.0977
O, 3.7872, -1.4812, 20.273, 0.001, 0.0553, 0.1633
O, 8.5408, 7.2037, 22.4056, -0.0164, 0.0161, 0.075
O, 6.796, -2.5105, 23.9519, 0.0053, 0.0461, 0.1439
O, 8.5833, 0.6114, 18.7746, -0.0357, 0.0393, 0.1043
O, 10.1469, 4.1204, 28.2706, -0.0061, 0.0129, 0.0854
O, 12.28, 10.2537, 16.2474, -0.0151, 0.0196, 0.1585
O, 12.4982, -6.2744, 27.2092, -0.0166, -0.0212, 0.0826
O, 10.8094, 5.9632, 30.766, 0.0298, -0.0253, 0.0954
O, 11.7249, 9.0459, 28.5251, 0.0369, 0.0257, 0.1876
O, -4.2473, -0.7128, 25.8514, -0.0466, -0.0162, 0.1654
O, 14.68, 4.2849, 25.7389, -0.0123, -0.0168, 0.1749
O, 0.211, -2.8542, 22.6854, 0.0026, 0.0144, 0.0792
O, 1.4894, 4.0983, 31.6141, -0.0055, 0.0038, 0.0542
O, 5.2099, 11.0808, 30.6118, 0.0412, -0.0038, 0.1511
O, 11.1627, -0.3895, 23.5033, -0.0616, 0.0389, 0.1635
O, 2.4493, -5.8911, 18.7547, 0.0255, 0.0075, 0.0803

Results
free energy: -134624.902 eV
free energy less fixed offsets of O -570.45, Si -639.56 eV per atom: -3.382 eV

The program warned: the cutoff lies below the one the program advises for these potential files; the forces do not sum to zero within the program's tolerance; empty levels may hold ghost states of the PAW files; the exchange-correlation potential is rough where the density is thin.
